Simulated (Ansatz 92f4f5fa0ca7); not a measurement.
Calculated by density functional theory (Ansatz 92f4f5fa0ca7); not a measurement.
Periodic cell of 240 atoms, Si128O80H32, with a vacuum gap, from a study of silicon, its oxide and their interface. The atomic structure is a simulated model.

Settings
functional: r2SCAN
potential files: Ansatz PAW
basis: plane waves
wave-function cutoff: 800 eV
density cutoff ratio: 5
exchange-correlation grid ratio: 1
k mesh: 1 x 1 x 1, shifted by 0.5 0.5 0 of a step
self-consistency stop: 1e-11 eV per atom in the density residual
occupations: fixed
spin: none
net charge: 0
applied field: sawtooth along c, amplitude +0.015 V/angstrom in the program's sign convention, ramp centred at 0.9882 of c and 0.0236 of c wide, no dipole correction

Cell vectors (angstrom)
a, 10.88, 0, 0
b, 0, 10.88, 0
c, 0, 0, 42.4032

Atoms and the computed forces on them: element, x, y, z (angstrom), force x, y, z (eV/angstrom)
Si, 4.1217, 3.6857, 28.657, -0.0051, 0.0015, 0.0425
Si, 6.767, 6.2914, 28.718, -0.0023, 0.0084, 0.0285
Si, 4.4641, 8.4029, 28.7082, 0.004, -0.0038, 0.0276
Si, 7.1456, 0.4113, 28.8493, 0.0059, -0.0029, 0.0355
Si, -1.0236, 2.9358, 28.8087, 0.0005, 0.0012, 0.0244
Si, 1.8047, 5.8446, 28.6654, -0.0002, -0.0035, 0.041
Si, 9.4143, 9.1544, 28.8824, -0.0019, 0.003, 0.0316
Si, 1.2111, 0.7841, 28.7962, -0.0012, 0.0024, 0.0256
Si, 5.6334, 4.7418, 30.0837, -0.0021, 0.0055, -0.0137
Si, 8.303, 7.4582, 30.0471, -0.0069, 0.0067, -0.0128
Si, 5.5663, -0.8322, 30.0223, 0.0033, -0.009, -0.0157
Si, 8.3184, 1.9034, 30.2094, 0.0032, -0.0034, -0.0186
Si, 0.1554, 4.6697, 29.9132, 0.002, -0.006, -0.0153
Si, 2.8934, 7.3572, 30.0852, 0.0076, -0.0032, -0.0134
Si, 10.9944, 10.1975, 30.2307, -0.0034, 0.0034, -0.0174
Si, 2.9312, 1.9868, 29.8737, -0.0044, 0.0014, -0.0095
Si, 4.2416, 6.031, 31.4818, -0.0068, -0.0002, 0.0057
Si, 6.9309, 8.7544, 31.4561, 0.0091, -0.0024, 0.0049
Si, 4.2136, 0.6005, 31.3074, 0.0022, -0.004, 0.0132
Si, 6.9555, 3.3464, 31.4247, -0.0016, -0.005, 0.0135
Si, 9.6889, 6.0341, 31.3164, -0.0051, -0.0051, 0.011
Si, 12.407, 8.7542, 31.4058, -0.0067, 0.0002, 0.0131
Si, 9.6445, 11.4796, 31.6153, 0.0031, -0.0026, 0.004
Si, 1.5437, 3.3233, 31.319, -0.0041, -0.0057, 0.006
Si, 2.8622, 4.6436, 32.7612, 0.0098, 0.0055, 0.0134
Si, 5.5891, 7.4036, 32.8141, -0.0045, 0.0026, 0.0144
Si, 2.8827, -0.7381, 32.7299, 0.0002, -0.0155, 0.0253
Si, 5.5714, 1.9472, 32.7162, -0.0029, 0.0019, 0.0245
Si, 8.3355, 4.7104, 32.7394, 0.0105, 0.0031, 0.0253
Si, 11.0323, 7.3774, 32.7272, -0.0145, 0.005, 0.0227
Si, 8.2748, 10.0829, 32.859, 0.0063, -0.0039, 0.0081
Si, 11.0749, 2.012, 32.7869, -0.0065, 0.0004, 0.0076
Si, 1.3311, -1.3648, 9.6379, -0.0067, -0.0097, -0.0148
Si, 4.0899, 1.3902, 9.6051, -0.0014, -0.0029, -0.0082
Si, 1.3716, 4.0589, 9.6788, 0.0058, -0.0006, -0.02
Si, 4.1225, -4.07, 9.591, -0.005, -0.0002, -0.0132
Si, 6.7897, -1.3658, 9.6899, 0.0013, 0.0007, -0.0241
Si, -1.363, 1.3403, 9.6462, -0.0034, -0.0087, -0.0094
Si, 6.8083, 4.0965, 9.6745, 0.0026, 0.006, -0.0241
Si, -1.3724, -4.1077, 9.5708, 0.0032, 0.0055, -0.0091
Si, 2.69, 0.0641, 10.9165, 0.0037, 0.0049, -0.0116
Si, 5.4713, 2.6879, 11.0117, -0.0072, -0.0095, -0.0111
Si, 2.8151, 5.4474, 10.9453, -0.0034, 0.0048, -0.0068
Si, 5.4183, -2.7464, 11.031, -0.0054, -0.0086, -0.0108
Si, -2.716, 0.0009, 11.0404, 0.0093, 0.0061, -0.0067
Si, -0.0268, 2.6866, 11.0228, 0.0016, -0.0093, -0.0106
Si, 8.1626, 5.5056, 11.0011, 0.0038, 0.0001, -0.0088
Si, -0.0351, -2.7983, 10.944, -0.0028, 0.0012, -0.0058
Si, 1.3182, 1.2929, 12.3809, -0.003, 0.0048, 0.0189
Si, 4.1258, 4.0643, 12.3421, -0.0044, -0.0055, 0.0096
Si, 1.4391, -4.0815, 12.2623, 0.0007, 0.0032, 0.0134
Si, 4.0444, -1.2622, 12.2475, -0.005, 0.004, 0.0083
Si, -4.0329, 1.3935, 12.4553, 0.0002, 0.0063, 0.0145
Si, -1.3818, 4.1192, 12.3335, -0.0009, 0.0023, 0.0073
Si, 6.7887, -4.0916, 12.4428, -0.0062, -0.0071, 0.0076
Si, -1.4428, -1.5138, 12.3221, 0.0089, 0.0039, 0.0083
Si, 0.1036, -0.3694, 13.5683, -0.0067, 0.0003, 0.015
Si, 2.5297, 2.9026, 13.5895, -0.0028, -0.0053, 0.024
Si, 0.3307, -5.7081, 13.5084, -0.0027, 0.0071, 0.0263
Si, 2.4831, -2.3882, 13.5424, 0.0103, -0.0117, 0.0128
Si, 5.5772, -0.174, 13.6647, -0.0012, 0, 0.0176
Si, -2.8643, 3.0104, 13.7734, 0.0096, -0.0064, 0.0207
Si, 5.7064, 5.1541, 13.7298, -0.0117, 0.0015, 0.0102
Si, -3.0754, -2.4561, 13.8221, 0.0058, 0.0011, 0.0183
Si, 3.4858, 6.1615, 21.7611, -0.0071, -0.0057, 0.0525
Si, -1.2129, 1.2969, 15.8624, 0.0034, -0.0008, 0.0574
Si, 1.1269, -0.703, 24.3248, 0.0033, -0.0041, 0.0633
Si, 4.2452, 4.4913, 19.4188, -0.0058, 0.0045, 0.0483
Si, 0.4286, 6.1834, 26.0108, -0.0034, 0.004, 0.0554
Si, 7.6696, 0.0974, 18.024, -0.0088, 0.0033, 0.0585
Si, 3.7436, 1.1704, 15.8507, -0.0048, -0.0043, 0.0639
Si, 4.8668, 3.4887, 25.6097, -0.0027, -0.0097, 0.0067
Si, 2.3156, 4.478, 24.1043, -0.0037, 0.0029, 0.0535
Si, 3.8537, -4.1231, 15.6991, -0.0052, -0.0029, 0.0474
Si, 9.9972, 8.8806, 25.932, 0.0053, -0.0086, 0.0839
Si, 7.447, 1.4539, 22.7217, 0.0029, 0.0086, 0.0529
Si, 2.1421, 1.6604, 22.6168, -0.0077, 0.0066, 0.055
Si, 0.9654, -3.795, 20.2549, 0.0014, 0.0026, 0.0575
Si, 10.3361, 8.5463, 22.3277, 0.003, 0.0052, 0.051
Si, 5.4929, -3.8026, 18.2336, -0.0033, 0.0003, 0.0578
Si, 7.2393, 9.7656, 24.6812, -0.0075, -0.0014, 0.0491
Si, 5.028, 1.6308, 18.6811, -0.0001, -0.0013, 0.0619
Si, 7.5741, 7.432, 22.9295, 0.0016, 0.0026, 0.0486
Si, 9.2087, 0.1413, 20.625, -0.0013, 0.0016, 0.0592
Si, 0.9936, -4.9411, 16.1798, 0.0082, -0.0025, 0.0501
Si, 7.964, -2.6522, 16.9323, -0.0055, -0.0024, 0.0457
Si, 5.5064, 0.7522, 26.2843, -0.0001, 0.0088, 0.0472
Si, 4.7797, 0.4337, 21.4368, 0.0039, 0.0018, 0.0565
Si, 1.2193, 0.4555, 17.108, 0.0017, -0.0025, 0.048
Si, 5.5485, 8.2554, 21.0779, 0.0126, 0.0007, 0.0552
Si, 0.8457, 1.6369, 19.7038, -0.0012, 0.0019, 0.0585
Si, 7.2788, 4.4244, 24.0384, 0.0045, -0.0038, 0.0549
Si, 1.193, 4.476, 18.6743, -0.0023, 0.0024, 0.0516
Si, 2.9361, -0.7071, 26.7046, 0.0089, 0.0023, 0.0564
Si, 0.0996, -2.4061, 17.7452, 0.0042, 0.0035, 0.0516
Si, 8.6748, 4.7489, 26.7364, -0.0056, -0.0008, 0.0507
Si, 4.2267, 3.2906, 34.1118, -0.015, 0.0166, 0.1792
Si, 6.9715, 6.0399, 34.1281, -0.0138, -0.003, 0.1867
Si, 4.2271, -2.0909, 34.1221, -0.0025, -0.0068, 0.1768
Si, 6.9184, 0.6167, 34.1277, 0.0225, -0.0118, 0.1888
Si, 9.6863, 3.36, 34.1193, 0.0059, -0.0208, 0.176
Si, 12.3888, 6.028, 34.0989, 0.0027, -0.0031, 0.178
Si, 9.6818, 8.7181, 34.1377, -0.006, 0.011, 0.1825
Si, 1.5313, 0.6049, 34.1128, -0.0219, 0.0177, 0.1831
Si, 5.597, 4.667, 35.4554, 0.0201, -0.0549, 0.2789
Si, 8.3196, 7.3824, 35.5045, 0.0455, 0.0007, 0.3854
Si, 5.58, -0.7397, 35.4862, -0.0653, 0.0025, 0.425
Si, 8.3107, 1.9746, 35.4529, 0.0184, 0.0467, 0.2773
Si, 11.0296, 4.7066, 35.4872, 0.002, -0.0403, 0.3586
Si, 2.8679, 7.3973, 35.4497, -0.0158, 0.0731, 0.2924
Si, 0.1701, -0.7668, 35.4596, -0.0608, -0.0351, 0.2823
Si, 2.877, 1.9467, 35.4898, 0.0354, 0.0045, 0.3342
Si, 1.3655, 1.3581, 6.9118, -0.0012, 0.0057, -0.2212
Si, 4.0839, 4.0966, 6.9212, -0.0195, -0.0099, -0.3711
Si, 1.3527, -4.0923, 6.9578, 0.0413, -0.0368, -0.3754
Si, 4.0763, -1.3645, 6.9278, -0.0368, 0.0062, -0.2993
Si, 6.7994, 1.3528, 6.9733, -0.028, 0.008, -0.3134
Si, -1.3586, 4.0533, 6.9261, 0.0439, -0.0474, -0.2918
Si, 6.8099, -4.0753, 6.9011, 0.034, 0.0054, -0.2897
Si, 9.5126, -1.3569, 6.9209, -0.0182, 0.0438, -0.357
Si, -0.0053, -0.0007, 8.269, 0.0003, 0.0132, -0.1849
Si, 2.7212, 2.7385, 8.2661, 0.0025, -0.002, -0.1902
Si, 0.0068, -5.4868, 8.2861, -0.0012, 0.0048, -0.1747
Si, 2.7141, -2.7176, 8.2884, -0.0052, 0.0092, -0.1703
Si, 5.4335, -0.0237, 8.3033, -0.0049, 0.0106, -0.1716
Si, 8.1597, 2.7239, 8.3151, 0.0141, -0.0188, -0.1754
Si, 5.4716, 5.4379, 8.2638, 0.0063, -0.0032, -0.1959
Si, 8.1447, -2.7035, 8.2775, -0.0015, -0.003, -0.1883
O, 1.2505, -1.438, 14.0869, 0.0052, -0.0031, -0.02
O, 4.9183, 3.5149, 27.2302, 0.0023, -0.0023, -0.0602
O, 3.4086, -2.8627, 14.799, -0.0082, 0.0038, -0.0277
O, 2.9036, 4.6995, 28.2948, -0.001, -0.0005, -0.0129
O, 7.4839, 3.007, 23.2454, 0.0017, -0.0153, -0.0199
O, 5.6073, 7.3358, 28.1882, 0.0002, 0.0024, -0.0046
O, 10.9835, 1.8737, 28.2461, -0.0026, -0.003, -0.0204
O, 6.6657, -1.3117, 14.1027, 0.0027, 0.0018, -0.0114
O, 0.388, -0.9159, 17.2318, -0.0042, 0.0071, -0.0198
O, 10.7456, 7.5481, 25.3279, 0.0009, 0.0024, -0.0135
O, 6.0782, 1.262, 21.8982, -0.0137, -0.0031, -0.0276
O, 4.9073, 0.3878, 15.0522, 0.0091, -0.0091, -0.0293
O, 1.0652, 5.1464, 24.9185, 0.0173, -0.012, -0.0318
O, 6.4955, 1.1565, 18.2523, 0.0037, -0.0023, -0.0175
O, -1.4935, -2.6882, 17.7114, -0.0094, -0.0025, -0.0212
O, 6.4912, 1.1085, 27.5183, -0.0095, 0.0025, -0.0336
O, 7.6262, 0.2195, 23.7982, 0.0014, 0.0149, -0.0335
O, 6.9664, -3.7633, 17.5603, 0.0103, 0.0073, -0.0236
O, 5.0521, -4.9919, 15.0397, 0.019, -0.015, -0.0299
O, 1.474, 6.5182, 27.2053, -0.0125, 0.0033, -0.0273
O, 5.3983, 1.9874, 25.2337, 0.0025, 0.0027, -0.0157
O, 2.4597, 9.8103, 25.192, -0.014, -0.0037, -0.0342
O, 4.2088, 1.6764, 17.2994, -0.0135, -0.0027, -0.0412
O, 1.3448, 3.9623, 13.9577, 0.0015, 0.0024, -0.0119
O, 10.0655, 5.5382, 26.8044, 0.0067, -0.0002, -0.0249
O, -0.8855, 0.1243, 14.7851, 0.0088, -0.0127, -0.0255
O, 2.4707, 0.2067, 16.1201, 0.0092, 0.0015, -0.0304
O, 0.7335, 9.1045, 23.1671, -0.0097, -0.0072, -0.0263
O, 1.673, -0.1724, 27.5545, 0.0117, -0.0079, -0.0242
O, 2.0096, 3.1913, 23.1526, 0.0001, -0.015, -0.0229
O, 8.4021, 4.4349, 25.1901, -0.0131, -0.002, -0.0392
O, 6.8387, 4.0673, 14.2637, 0.0006, 0.0063, -0.0131
O, -2.6473, -2.9082, 15.3453, 0.0044, 0.0018, -0.0546
O, 5.8389, 4.48, 24.7849, 0.0053, 0.0059, -0.0203
O, -0.5226, 0.8243, 19.7509, 0.0062, -0.0013, -0.0214
O, 10.1402, 8.6491, 27.5187, 0.0122, -0.0081, -0.0308
O, 0.2515, 1.6296, 16.4967, -0.0087, 0.0102, -0.0285
O, 3.6547, 8.8939, 27.3734, -0.0098, 0.0049, -0.0216
O, 8.9095, 3.3767, 27.5481, -0.0096, 0.0077, -0.0222
O, 0.851, -3.4746, 16.8173, 0.0038, -0.0092, -0.0226
O, 5.3466, -2.7561, 19.4707, 0.001, -0.0146, -0.0418
O, 2.5639, -5.0914, 15.799, 0.0074, 0.0017, -0.011
O, 3.9917, 0.5155, 26.782, 0.0064, 0.0066, -0.0249
O, 8.6514, 1.2521, 21.6577, 0.0107, -0.0064, -0.0341
O, 9.7632, 9.7537, 21.4346, -0.0061, 0.0115, -0.0268
O, 0.7365, -2.567, 19.2275, -0.0043, 0.0118, -0.0383
O, 3.2553, 2.4374, 14.9762, -0.0071, 0.0111, -0.0292
O, 4.7183, 7.1692, 21.953, 0.001, 0.0008, -0.0194
O, -0.0437, -5.0152, 14.9425, -0.0063, -0.0072, -0.0344
O, 6.72, 8.44, 23.8914, -0.0056, -0.0129, -0.0274
O, 1.308, 0.7514, 23.6579, 0.008, 0.0133, -0.0248
O, 4.3605, -3.5134, 17.1091, -0.0185, 0.0005, -0.0353
O, 10.7695, -0.6964, 25.3615, 0.0051, 0.0084, -0.0269
O, 2.8926, 5.679, 23.1783, 0.0133, 0.0151, -0.0318
O, 7.4771, 5.6165, 27.3995, 0.0118, -0.0046, -0.0218
O, 4.4423, 0.6893, 19.8669, -0.0052, 0.0156, -0.0408
O, 3.9545, 4.8207, 20.9778, 0.0057, -0.0101, -0.0358
O, 8.4531, 9.1926, 25.5861, -0.0128, 0.0046, -0.0275
O, 6.0124, -0.6165, 25.6037, 0.0092, -0.0105, -0.0182
O, 8.1415, -0.3488, 19.513, -0.01, -0.0021, -0.0395
O, 7.0932, 7.8595, 21.4303, -0.0111, 0.0053, -0.0289
O, 3.3716, 3.8986, 25.1817, -0.0148, 0.008, -0.0291
O, 3.6075, 0.9784, 22.4287, 0.0092, -0.004, -0.0165
O, 5.042, 3.1114, 19.3031, -0.0025, -0.0079, -0.021
O, 0.6457, 4.7314, 17.1835, -0.0013, 0.0107, -0.0305
O, 7.2271, -1.2303, 17.2133, 0.0022, -0.0079, -0.0132
O, 8.3016, -0.6396, 28.3629, 0.0019, -0.002, -0.0207
O, -2.0109, 2.4785, 15.0829, -0.0119, 0.0122, -0.0305
O, -2.103, 0.8148, 17.1063, 0.0192, 0.012, -0.0319
O, 0.5461, 3.1485, 19.2725, 0.0035, 0.01, -0.0166
O, 10.8319, 7.2903, 21.4691, 0.0082, -0.0045, -0.0291
O, 9.1072, 7.9111, 23.1635, 0.0058, 0.0039, -0.0192
O, 2.4658, 7.017, 20.8339, -0.0156, 0.0048, -0.0211
O, 1.7514, 0.9328, 18.5618, 0.0025, -0.0085, -0.0381
O, 0.6299, -5.1987, 19.5733, 0.0024, -0.0111, -0.0241
O, 1.5229, 1.619, 21.1424, -0.0057, 0.0062, -0.0445
O, 2.8146, 4.4273, 18.6585, -0.0112, 0.0049, -0.0194
O, 7.4101, 5.8232, 23.1895, -0.0005, 0.0214, -0.0199
O, 5.2262, -5.2836, 18.7952, 0.0046, 0.0099, -0.0178
O, 5.0824, 9.7261, 21.574, -0.0039, -0.0072, -0.0145
H, 6.4205, 3.8469, 36.3879, -0.3533, 0.3102, -0.2481
H, 4.7804, 5.494, 36.3879, 0.2687, -0.2865, -0.2813
H, 7.5087, 8.2149, 36.437, 0.2483, -0.2466, -0.2934
H, 9.1438, 6.563, 36.437, -0.3935, 0.3177, -0.24
H, 6.4072, -1.5561, 36.4187, -0.2426, 0.2539, -0.2992
H, 4.7514, 0.0752, 36.4187, 0.3369, -0.3692, -0.2413
H, 7.4842, 2.7916, 36.3853, 0.3675, -0.298, -0.2483
H, 9.1346, 1.1549, 36.3853, -0.2739, 0.2464, -0.2889
H, 11.8445, 3.878, 36.4197, -0.2495, 0.2647, -0.2833
H, 10.1998, 5.5204, 36.4197, 0.3938, -0.3014, -0.2705
H, 2.0422, 8.2152, 36.3821, 0.2947, -0.3593, -0.2504
H, 3.6945, 6.5804, 36.3821, -0.2716, 0.2847, -0.2858
H, -0.649, 0.0577, 36.3921, 0.2516, -0.2767, -0.2755
H, 0.9825, -1.5979, 36.3921, -0.2824, 0.3655, -0.2545
H, 3.6971, 1.1232, 36.4222, -0.3396, 0.355, -0.2545
H, 2.0581, 2.7714, 36.4222, 0.2435, -0.2621, -0.296
H, 2.182, 0.5311, 5.9794, -0.2967, 0.3072, 0.2734
H, 0.5388, 2.175, 5.9794, 0.3242, -0.3025, 0.2604
H, 3.2567, 4.9129, 5.9888, 0.3625, -0.2667, 0.2411
H, 4.8948, 3.264, 5.9888, -0.2896, 0.2762, 0.2453
H, 2.1812, -4.9073, 6.0254, -0.3142, 0.3219, 0.2482
H, 0.5326, -3.2688, 6.0254, 0.2616, -0.309, 0.2811
H, 3.2528, -0.5444, 5.9953, 0.3321, -0.2846, 0.2683
H, 4.9029, -2.1815, 5.9953, -0.3127, 0.2753, 0.2839
H, 5.9752, 2.1722, 6.0408, 0.2687, -0.2987, 0.2751
H, 7.6292, 0.5391, 6.0408, -0.2967, 0.3297, 0.2726
H, -0.533, 3.2354, 5.9936, -0.3674, 0.2731, 0.2577
H, -2.1711, 4.8844, 5.9936, 0.2722, -0.2795, 0.2956
H, 7.629, -4.8998, 5.9687, -0.2289, 0.3429, 0.2608
H, 5.986, -3.2556, 5.9687, 0.2711, -0.3288, 0.2587
H, 8.6976, -0.5283, 5.9885, 0.3118, -0.3243, 0.2304
H, 10.3315, -2.1816, 5.9885, -0.2978, 0.2741, 0.2617

Results
free energy: -128006.254 eV
free energy less fixed offsets of H -15.71, O -570.45, Si -639.56 eV per atom: -3.854 eV

The program warned: the cutoff lies below the one the program advises for these potential files; the forces do not sum to zero within the program's tolerance; empty levels may hold ghost states of the PAW files; the exchange-correlation potential is rough where the density is thin.
